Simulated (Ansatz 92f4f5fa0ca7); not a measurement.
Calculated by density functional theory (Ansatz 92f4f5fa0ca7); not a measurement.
Periodic cell of 220 atoms, Si132O88, from a study of silicon, its oxide and their interface. The atomic structure is a simulated model.
This geometry differs little from another in the collection (a relaxation step or a small displacement).

Settings
functional: r2SCAN
potential files: Ansatz norm-conserving
basis: plane waves
wave-function cutoff: 1300 eV
density cutoff ratio: 4
exchange-correlation grid ratio: 1
k mesh: 1 x 1 x 1, shifted by 0.5 0.5 0 of a step
self-consistency stop: 1e-10 eV per atom in the density residual
occupations: fixed
spin: none
net charge: 0

Cell vectors (angstrom)
a 10.88 0 0
b 0 10.88 0
c 0 0 32.0585

Atoms and the computed forces on them: element, x, y, z (angstrom), force x, y, z (eV/angstrom)
Si 0.1737 -0.9582 -0.3508 0.0077 0.0061 0.0103
Si 2.7402 2.4136 0.0151 -0.0004 0.0002 0.0029
Si 1.0266 3.2162 -1.3227 0.0109 -0.0037 -0.0002
Si 2.0829 7.6415 -0.0981 0.0067 0.0026 0.0067
Si 4.6561 0.0818 -0.2496 -0.0026 0.0106 0.0052
Si 8.4634 4.1439 0.4987 0.0107 0.0065 0.0042
Si 4.7945 6.2249 -0.6807 0.0019 -0.0055 0.0023
Si 7.8992 8.1054 -0.1802 -0.0048 0.0007 -0.0059
Si 1.5461 1.2147 1.5562 0.0125 -0.0021 0.0025
Si 3.9385 3.9924 1.1857 -0.0101 -0.0061 0.0004
Si 0.9126 6.214 1.28 0.0044 0.0091 -0.0037
Si 3.8737 9.6402 1.5208 0.0175 -0.0108 -0.0058
Si 6.9034 1.5227 1.3531 -0.0066 0.0028 0.0055
Si 10.7664 4.1374 0.626 -0.0146 -0.0014 0.0012
Si 6.3383 6.9493 1.0614 0.0004 0.0068 -0.0025
Si 9.3604 9.3515 1.1318 0.0132 -0.0025 -0.0074
Si 0.1205 2.7293 2.5428 0.0018 -0.0017 0.0012
Si 2.7331 0.0003 3.0499 0.0019 0.0069 -0.0008
Si -0.1785 7.9536 2.5203 -0.0001 -0.0057 0.0044
Si 2.695 5.4093 2.5978 0.0017 -0.0047 0.001
Si 5.3508 2.7277 2.6332 0.0068 -0.0006 -0.0004
Si 8.2515 0.027 2.5391 -0.0048 0.0128 -0.0009
Si 5.394 8.3242 2.6521 -0.0066 0.0087 -0.0026
Si 7.7505 5.4715 2.353 -0.0011 -0.0073 -0.0007
Si 1.4401 4.0135 4.0036 0.0019 0.0006 -0.0011
Si 4.1434 1.4094 4.1626 -0.0002 -0.004 0.0024
Si 1.2103 9.3622 3.9659 -0.002 0.0027 0.0029
Si 4.0329 6.8515 3.919 0.0015 -0.0013 0.0027
Si 6.6889 4.1037 3.9421 -0.0029 0.0012 0.0014
Si 9.5363 1.4335 3.8876 -0.0033 -0.0007 -0.0006
Si 6.8747 9.584 3.9484 -0.0001 -0.0063 0.0039
Si 9.3206 6.6606 3.8415 0.0025 0.0043 0.0001
Si -0.0455 -0.0036 5.2607 0.0038 -0.0024 0.0014
Si 2.7332 2.72 5.4515 0.0022 0.0008 0.0017
Si -0.052 5.3824 5.2318 -0.0001 -0.0038 -0.0017
Si 2.6542 8.1058 5.3281 0.0019 -0.0015 -0.0021
Si 5.5225 -0.0019 5.3861 0.0018 0.0047 0.0012
Si 8.1313 2.7429 5.2592 0.0004 0.0012 0.0009
Si 5.3764 5.4765 5.3015 0.0019 0.0011 -0.0004
Si 8.1537 8.1345 5.2787 -0.0005 -0.0011 0.0003
Si 1.3423 1.283 6.6704 -0.0012 -0.0008 -0.0018
Si 4.091 4.1115 6.727 -0.001 -0.0006 -0.0004
Si 1.315 6.7346 6.6674 0.0029 0.0031 0.0003
Si 4.0774 9.4837 6.6328 -0.0009 -0.0013 0.0003
Si 6.8581 1.3803 6.7136 -0.0012 -0.0007 0.0005
Si 9.5235 4.0396 6.6405 0.0012 -0.002 -0.0016
Si 6.7816 6.8121 6.6313 -0.0028 -0.0002 -0.002
Si 9.5142 9.5207 6.6526 0.0016 0.0004 -0.0019
Si -0.0052 2.662 8.0132 0.0015 -0.0002 -0.0008
Si 2.7245 -0.0619 8.0014 0.0011 0.0011 -0.0003
Si 0.0276 8.1801 8.0082 0 0.0012 -0.001
Si 2.7114 5.4181 8.0724 -0.0013 -0.0045 -0.0031
Si 5.4797 2.7476 8.0446 0.0004 0.0008 0.0004
Si 8.1942 -0.0081 8.0691 0.0022 -0.0022 0.0005
Si 5.4469 8.1514 8.0063 0.0011 -0.002 -0.0011
Si 8.1893 5.4683 7.9545 -0.001 0.0014 0.0004
Si 1.3736 3.9924 9.3808 -0.0014 -0.0025 -0.002
Si 4.092 1.3094 9.3009 0.0005 -0.0015 0.0008
Si 1.4249 9.4643 9.4252 -0.0035 -0.002 -0.0005
Si 4.1243 6.7939 9.3795 -0.0011 0.0022 0.0025
Si 6.8513 4.1571 9.3503 0.0016 -0.0009 0.001
Si 9.5536 1.3443 9.4485 0.0027 -0.0016 0.0018
Si 6.8226 9.4826 9.3824 0.0017 0.0036 -0.0008
Si 9.5428 6.8208 9.332 0.0021 -0.0006 -0.0002
Si 0.0747 -0.0391 10.7838 -0.0019 -0.005 0.0014
Si 2.7805 2.6207 10.7148 -0.0033 -0.0012 -0.0004
Si 0.0336 5.4406 10.647 -0.0026 0.0007 -0.0007
Si 2.804 8.0815 10.7932 0.0031 0.0024 0.0064
Si 5.4133 -0.0497 10.6711 -0.0022 -0.0029 -0.0008
Si 8.1871 2.8274 10.7139 -0.0028 0.0003 -0.0004
Si 5.5411 5.5124 10.7629 0.0019 -0.0016 0.0063
Si 8.1971 8.1247 10.7595 0.0036 0 0.0071
Si 1.4548 1.297 12.1588 -0.0019 0.0019 -0.0031
Si 4.2079 4.0173 11.9452 0.0026 -0.0069 0.0039
Si 1.5464 6.5284 12.0603 -0.0113 -0.0081 -0.004
Si 4.1927 9.4317 12.1371 -0.001 0.0022 0.0009
Si 6.7044 1.4497 11.895 0.001 0.0015 -0.0029
Si 9.5621 4.2262 12.0757 -0.0021 0.0008 -0.0058
Si 6.9191 6.8048 12.2572 0.0035 -0.0009 -0.0007
Si 9.5387 9.4981 12.108 0.0067 0.0001 -0.0097
Si 0.1067 2.8724 13.2863 -0.0019 -0.0119 -0.001
Si 2.7645 -0.1941 13.4857 -0.0041 -0.0063 -0.0117
Si 0.5504 7.5635 13.8409 -0.0397 0.0182 0.0063
Si 2.8233 5.0794 13.4402 -0.0071 0.0126 -0.01
Si 5.5591 2.838 13.3996 0.0137 0.001 0.0052
Si 8.1716 0.2077 13.1053 0.0093 0.0027 0.0068
Si 5.7156 8.301 13.6169 0.0129 0.0028 -0.0002
Si 8.3406 5.5207 13.6743 -0.0084 -0.0128 0.0134
Si 1.3202 4.0109 14.9169 -0.0186 0.0045 0.0102
Si 4.1384 0.8055 15.0446 0.0063 0.0062 0.0103
Si 1.951 9.0228 14.9607 0.0026 0.0029 0.0263
Si 4.4099 7.2182 15.2468 -0.01 0.006 0.0032
Si 7.2131 3.7953 14.731 -0.0035 -0.0157 -0.0334
Si 9.3879 1.6796 14.3856 0.0024 -0.0026 0.0152
Si 6.8228 10.1005 14.6563 0.0021 0.0047 -0.0118
Si 11.307 6.0298 15.7696 0.0369 -0.0111 0.0043
Si 6.5278 8.8519 18.808 -0.005 0.0016 -0.0019
Si -2.6466 -1.5183 16.3321 -0.0129 -0.0016 0.0027
Si 1.4351 6.6017 18.7688 0.004 -0.0009 0.0041
Si 2.1352 1.7728 17.14 0.003 -0.0107 -0.0043
Si -0.4942 -4.935 24.8978 0.0016 -0.0016 -0.0004
Si 5.6242 5.0899 17.1983 -0.0036 0.0089 -0.0018
Si 7.2461 -12.168 24.3367 -0.0013 0.0024 0.001
Si -0.0605 10.771 16.5977 -0.0013 -0.0005 -0.0182
Si 7.8142 -4.6724 18.8477 -0.0046 0.0026 0.0065
Si 3.8904 7.854 19.8877 -0.0025 0.0042 0.0031
Si 5.7985 -2.2556 26.8676 -0.0032 0.0021 -0.0004
Si 10.1372 0.6259 27.0429 -0.003 0.0044 0.0013
Si 3.2422 5.1327 20.4766 -0.0034 0.0047 -0.0011
Si 10.0592 -0.7532 24.5378 -0.0004 0.0006 0.0014
Si 5.3649 0.5946 22.7398 -0.0062 -0.0018 -0.0002
Si -0.8553 6.0455 20.7679 0.0001 0 0.0058
Si -1.78 6.4641 15.8727 -0.0111 0.0365 -0.0219
Si 12.6614 10.6709 23.5782 0.0031 0.0041 0.0056
Si 9.0259 7.6468 23.2552 0.0024 0.0014 0.0035
Si 4.2068 13.8756 18.859 0.0016 0.0011 0.0011
Si 4.9035 2.5494 25.0232 -0.0081 -0.0084 0.0046
Si 2.4714 4.0295 25.1691 0.0045 -0.0044 0.002
Si -7.1732 -0.5594 21.5322 0.002 0.0065 -0.0026
Si 1.1644 5.0452 22.7247 0.0027 0.0012 0.0013
Si 1.4973 6.5727 26.8452 -0.0008 -0.0033 -0.0062
Si 2.8436 9.3078 26.0217 0.0009 0.0065 -0.001
Si 5.637 0.6597 19.9215 -0.0066 0.0001 0.0104
Si 11.426 4.762 28.9674 -0.0123 0.0075 -0.0136
Si 7.9744 12.0786 28.8583 0.0034 0.0033 -0.0041
Si -0.1793 1.406 29.7423 -0.003 -0.0036 0.0011
Si 3.021 1.3637 25.7447 0.0081 0.004 -0.0116
Si 20.7635 -7.3603 26.5171 -0.0009 0.0008 0.0018
Si -4.0079 14.2888 27.2089 0.0002 -0.0031 -0.002
Si 6.3038 9.8185 29.7533 0.0001 0.0027 0.0013
Si 6.2173 6.0371 28.5086 0.0037 -0.0014 -0.0026
Si 8.7062 5.8718 30.1792 -0.0047 -0.0048 0.0013
O -0.3211 -0.0338 -1.5747 -0.0019 -0.0044 -0.0042
O 1.0784 -0.0205 0.5851 -0.0175 -0.0042 -0.0086
O 4.6306 4.6965 -0.153 0.0043 -0.0008 0.0012
O -0.0185 6.6996 -5.808 -0.0013 0.001 0.0007
O -0.7368 5.4463 -2.407 0.0017 0.0051 0.0021
O -6.8205 3.9388 -7.2247 -0.0014 0.0071 -0.0001
O 1.1027 8.6798 -0.9179 -0.0036 -0.0001 -0.0041
O 3.3457 6.976 -0.8893 0.0032 -0.0018 -0.006
O 3.7623 1.3505 -0.7197 0.0061 -0.0032 -0.008
O 6.2642 2.8753 -6.2387 0.0087 0.0009 0.0045
O 5.8048 -3.7879 -4.6959 -0.0018 0.0003 0.0018
O 2.7551 8.5295 1.073 -0.0197 -0.0046 0.0068
O 7.7724 6.2261 -3.1412 0.0024 0.0026 -0.0008
O 7.9679 4.7449 -0.9578 -0.0052 -0.0021 -0.0023
O 8.9987 7.1264 -0.9021 0.0035 -0.0018 0.0099
O 7.8361 13.5158 0.5882 0.0047 -0.0041 -0.0019
O 3.7719 6.0108 14.3932 0.0136 -0.032 0.0176
O -5.312 0.0776 15.3205 0.0059 -0.0023 0.0051
O 6.6138 10.3663 19.3753 0.0036 0.0024 -0.006
O -0.5659 0.7801 15.3637 0.0135 -0.0148 0.0001
O 3.249 8.293 15.6786 0.0081 0.0132 -0.0057
O 2.4442 7.8247 19.1397 -0.003 0.0011 -0.0016
O 1.1631 17.4041 17.1784 -0.0083 -0.001 0.0022
O 6.4504 5.3995 18.5571 0.0021 -0.0048 0.0016
O 8.3252 2.6549 15.1903 -0.0063 0.0032 0.0036
O 6.548 4.3459 16.1102 -0.0038 0.0091 -0.0079
O 8.5177 -4.6476 17.3818 0.019 -0.017 -0.0143
O 11.8374 -1.2708 16.1231 -0.0032 -0.0029 0.0073
O 3.2821 11.749 16.4214 -0.0018 -0.0012 -0.0003
O 5.4713 12.8439 18.9727 -0.0006 0.0037 -0.0008
O 15.3559 13.191 14.5407 -0.0071 0.0023 -0.0061
O 8.9107 8.0638 15.6401 0.0061 0.0155 0.0063
O -0.6153 8.6241 13.2977 -0.0081 -0.0033 -0.0095
O 5.0473 6.4778 16.5617 0.0056 0.0036 0.0033
O 4.4698 4.0659 17.6681 -0.0017 -0.0009 -0.0019
O -3.8508 -1.9793 17.2942 -0.006 -0.0085 -0.0009
O -1.4403 10.1143 17.1788 0.0026 0.0128 0.0027
O 0.8177 11.7718 17.5287 0.0002 0.0054 0.0047
O 2.7935 2.2979 18.5074 0.0008 0.0007 0.0028
O 1.7531 2.99 16.1334 0.0085 0.0027 -0.0075
O 3.8887 -2.1525 21.2511 0.0027 -0.0056 0.0035
O 9.9948 1.9611 26.1344 -0.0008 -0.0018 -0.0023
O 10.1273 -2.2489 23.9425 0.001 -0.0023 -0.0004
O 2.1487 5.2307 19.2712 -0.0012 -0.0016 -0.0047
O 4.4214 8.981 26.11 0.0021 -0.0016 -0.002
O 10.8371 -5.9851 21.6134 -0.0038 -0.0036 -0.0022
O 4.985 -2.4653 18.8571 -0.001 0.0001 -0.0013
O 4.2892 6.3463 20.3083 0.0004 -0.0036 -0.0013
O 2.5043 5.3689 21.8909 0.0005 0.0032 -0.0003
O -1.922 -4.4702 24.3043 -0.0016 0.0029 0.0017
O 0.0875 -4.1126 19.657 -0.0025 0.0016 -0.001
O 8.6803 0.313 27.6903 -0.0001 -0.0012 0
O 8.5181 10.6014 24.4521 0.0007 0.0003 -0.0011
O -0.6244 4.3698 25.21 0.0003 -0.0004 -0.0051
O 7.4656 -3.1921 19.4637 0.0015 -0.0011 -0.0014
O 11.498 -4.678 23.7275 0.0003 0.0002 -0.0006
O 8.7582 -5.4217 19.9343 0 0 -0.0023
O 5.2591 1.9889 23.5486 0.0004 0.0057 -0.0042
O 4.0094 3.7252 20.303 0 -0.006 -0.001
O 6.9536 -1.9503 25.7806 0.003 -0.005 0.0023
O 2.1397 8.0647 26.806 -0.0009 -0.001 0.0044
O 9.4672 -3.7058 21.7895 -0.0014 -0.0012 -0.0034
O 4.0897 0.1421 20.103 0.0014 0.0012 -0.002
O 13.126 5.4433 25.9333 0.0022 0.0052 -0.0005
O 16.9194 -1.377 28.2012 -0.0003 0.0022 -0.0006
O 11.1862 11.8322 28.2368 0.0052 0.0016 -0.002
O 12.3518 5.9734 28.3646 0.0041 0.0011 0.0049
O -3.2659 8.4304 23.2558 0.0002 -0.0018 -0.0055
O 19.2653 3.9071 26.9754 0.0015 0.0008 0.0041
O 2.5786 1.0411 24.1984 -0.0029 -0.0022 -0.0054
O 1.6281 3.889 23.7716 -0.003 -0.0005 -0.0013
O 6.0037 -0.4558 23.7943 -0.0014 -0.0033 0.0074
O 2.7104 -0.0174 26.5888 -0.004 -0.0022 0.0062
O 4.8783 -0.8003 30.464 -0.0034 -0.0056 -0.0031
O 5.9827 -6.2927 27.8441 -0.0032 0.0002 0.0018
O 5.3574 6.1977 29.8606 -0.0014 -0.0016 -0.0003
O 0.2014 0.0983 23.6377 -0.0043 0.0011 -0.0005
O 2.2491 -1.4967 24.4964 -0.0021 -0.0034 0.0023
O 2.1749 10.5033 22.0259 -0.0054 -0.0014 -0.0021
O 2.1431 2.7174 26.121 -0.0055 0.0042 0.0055
O -4.6493 11.8691 21.4031 0.0032 -0.0037 -0.0048
O 7.2368 0.236 29.8827 0.0022 0.0016 0.0054
O 17.9533 8.6828 30.5886 -0.0025 -0.0015 -0.0049
O 6.8691 13.0745 28.2657 -0.0043 -0.0013 0.003
O 9.1749 12.8905 29.5959 -0.001 0.0041 0.0023
O -0.3246 10.2702 26.0867 0.001 -0.0015 0.0023
O 6.1047 0.6259 32.3127 0.0082 -0.0023 -0.0006
O 10.9076 3.8811 27.711 0.0058 -0.003 0.004

Results
free energy: -56394.488 eV
free energy less fixed offsets of O -463.61, Si -117.95 eV per atom: -27.408 eV

The program warned: the exchange-correlation potential is rough where the density is thin.
